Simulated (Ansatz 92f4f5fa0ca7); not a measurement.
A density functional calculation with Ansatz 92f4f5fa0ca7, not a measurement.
Periodic cell of 363 atoms, Si241O122, from a study of silicon, its oxide and their interface. The atomic structure is a simulated model.
Doubt: the cutoff is far below the 930 eV that the study's wrapper takes by default for these files, so forces and energies are approximate.

Settings: functional PBE; potential files Ansatz PAW; basis plane waves; wave-function cutoff 580 eV; density cutoff ratio 5; exchange-correlation grid ratio 1; k mesh 1 x 1 x 1, Gamma-centred; self-consistency stop 5e-08 eV per atom in the density residual; occupations fixed; spin none; net charge 0.

Cell vectors (angstrom)
a  11.6015  0  0
b  0  13.3963  0
c  0  0  41.1534

Atoms and the computed forces on them: element, x, y, z (angstrom), force x, y, z (eV/angstrom)
Si  0  2.2327  1.1851  0.0942  0.008  -0.0411
Si  3.8672  2.2327  1.1851  -0.0234  0.0342  0.0438
Si  7.7343  2.2327  1.1851  -0.0051  -0.0457  0.0601
Si  1.9336  5.5818  1.1851  -0.0536  -0.064  -0.045
Si  5.8008  5.5818  1.1851  0.0203  -0.0393  -0.0298
Si  9.6679  5.5818  1.1851  0.0698  0.0218  0.0465
Si  0  8.9308  1.1851  -0.0201  0.004  0.0347
Si  3.8672  8.9308  1.1851  -0.0072  0.0068  -0.021
Si  7.7343  8.9308  1.1851  0.0001  0.0048  -0.0285
Si  1.9336  12.2799  1.1851  0.0016  0.0083  0.0127
Si  5.8008  12.2799  1.1851  0.0087  0.0016  0.0463
Si  9.6679  12.2799  1.1851  -0.0027  0.0322  0.0035
Si  1.9336  1.1164  1.9745  -0.147  0.026  0.0013
Si  5.8008  1.1164  1.9745  -0.0143  0.0739  -0.0259
Si  9.6679  1.1164  1.9745  0.1043  -0.0814  -0.0392
Si  0  4.4654  1.9745  0.0823  0.0052  0.0344
Si  3.8672  4.4654  1.9745  -0.015  0.034  -0.0074
Si  7.7343  4.4654  1.9745  -0.1148  0.0978  -0.0252
Si  1.9336  7.8145  1.9745  0.0684  -0.018  -0.0172
Si  5.8008  7.8145  1.9745  0.0072  -0.0237  -0.0097
Si  9.6679  7.8145  1.9745  -0.0761  0.0625  0.0221
Si  0  11.1635  1.9745  -0.0162  0.0215  0.0034
Si  3.8672  11.1635  1.9745  -0.0658  -0.073  -0.0231
Si  7.7343  11.1635  1.9745  -0.0271  -0.0627  -0.0072
Si  1.9336  1.1164  4.3426  -0.3888  0.066  0.0197
Si  5.8008  1.1164  4.3426  -0.0767  0.2569  -0.0377
Si  9.6679  1.1164  4.3426  0.2489  -0.1193  0.0275
Si  0  4.4654  4.3426  0.1104  -0.0466  -0.4535
Si  3.8672  4.4654  4.3426  -0.0452  0.0747  0.033
Si  7.7343  4.4654  4.3426  -0.2316  0.1884  0.0972
Si  1.9336  7.8145  4.3426  0.1353  -0.008  0.0161
Si  5.8008  7.8145  4.3426  -0.0392  -0.0737  0.154
Si  9.6679  7.8145  4.3426  -0.2097  0.1359  0.2809
Si  0  11.1635  4.3426  -0.109  0.1395  0.2253
Si  3.8672  11.1635  4.3426  -0.15  -0.1867  -0.0736
Si  7.7343  11.1635  4.3426  -0.0023  -0.1775  -0.1131
Si  0  0  36.8128  0.0898  -0.0358  -0.4854
Si  3.8672  0  36.8128  -0.2536  0.244  -0.203
Si  7.7343  0  36.8128  -0.1525  -0.2092  -0.5951
Si  1.9336  3.3491  36.8128  0.2296  0.1956  -1.5058
Si  5.8008  3.3491  36.8128  0.0783  -0.3736  -0.2451
Si  9.6679  3.3491  36.8128  0.063  -0.0343  1.0764
Si  0  6.6981  36.8128  0.4454  0.4905  -0.1836
Si  3.8672  6.6981  36.8128  0.056  -0.1078  0.6823
Si  7.7343  6.6981  36.8128  0.3271  0.013  0.1419
Si  1.9336  10.0472  36.8128  -0.1621  -0.0661  0.4006
Si  5.8008  10.0472  36.8128  -0.0274  0.0625  0.2133
Si  9.6679  10.0472  36.8128  -0.1441  -0.0956  0.228
Si  0  0  39.1809  0.0363  0.0259  0.0189
Si  3.8672  0  39.1809  -0.1091  0.0708  -0.0039
Si  7.7343  0  39.1809  -0.033  -0.0367  0.0389
Si  1.9336  3.3491  39.1809  0.0423  0.0757  0.0904
Si  5.8008  3.3491  39.1809  0.0948  -0.1739  0.0321
Si  9.6679  3.3491  39.1809  0.161  0.0003  -0.0371
Si  0  6.6981  39.1809  0.198  0.1844  0.0518
Si  3.8672  6.6981  39.1809  -0.1089  -0.1423  -0.0547
Si  7.7343  6.6981  39.1809  0.0873  -0.0216  0.0078
Si  1.9336  10.0472  39.1809  -0.1065  -0.0755  0.0065
Si  5.8008  10.0472  39.1809  0.0102  -0.0406  0.0069
Si  9.6679  10.0472  39.1809  -0.0411  -0.0378  -0.0027
Si  0  2.2327  39.9703  -0.1247  0.005  -0.0163
Si  3.8672  2.2327  39.9703  0.0162  -0.0323  -0.0687
Si  7.7343  2.2327  39.9703  0.04  0.0525  -0.0031
Si  1.9336  5.5818  39.9703  0.0476  0.0838  0.0393
Si  5.8008  5.5818  39.9703  -0.0388  0.0561  -0.0426
Si  9.6679  5.5818  39.9703  -0.08  -0.0462  -0.0226
Si  0  8.9308  39.9703  0.0276  0.008  0.069
Si  3.8672  8.9308  39.9703  0.0029  0.0047  -0.0074
Si  7.7343  8.9308  39.9703  -0.0077  0.013  0.0331
Si  1.9336  12.2799  39.9703  0.0014  -0.0261  -0.0115
Si  5.8008  12.2799  39.9703  -0.0046  -0.0294  -0.0553
Si  9.6679  12.2799  39.9703  0.0088  -0.04  -0.0439
Si  3.9321  -4.6113  21.8013  0.2608  0.1938  0.4492
Si  3.8341  -0.1995  30.1901  0.1235  -0.1879  -0.1623
Si  11.3213  -4.5303  32.5357  0.3939  0.3299  -0.1885
Si  -0.7762  -0.433  27.4228  -0.0867  -0.4904  0.4893
Si  11.3842  -0.7845  29.7142  0.1727  -0.0464  -0.2122
Si  6.1513  0.1302  26.0961  0.3593  -0.346  0.2883
Si  -3.721  11.9217  27.713  0.184  -0.0515  0.8203
Si  9.5327  10.6608  23.8406  -0.1054  -0.0396  0.0523
Si  3.2357  7.1438  20.0827  -0.2524  -0.2161  -0.2377
Si  5.647  16.5997  25.8948  -0.1597  -0.1275  -0.1769
Si  1.722  6.8403  28.0273  -0.2041  0.5352  0.1786
Si  8.6371  13.7318  31.1626  -0.0877  -0.2342  -0.1111
Si  -0.5651  8.6544  22.5218  -0.1371  0.0972  -0.0023
Si  1.5787  2.3266  21.2737  0.4005  0.1199  0.043
Si  7.7827  -1.5118  29.9832  0.0353  -0.0093  -0.4085
Si  -2.641  9.9594  21.2085  0.0236  0.0361  0.1578
Si  11.4429  2.0823  32.4079  -0.207  -0.3515  -0.155
Si  15.1166  4.288  32.3569  0.206  0.3157  0.0449
Si  -3.2871  5.1422  23.6149  0.2187  0.2293  -0.2267
Si  1.9427  11.8626  30.5868  -0.2549  -0.1838  0.083
Si  9.3459  7.0671  29.5238  0.0546  0.4387  0.2096
Si  1.8443  8.0927  31.9343  -0.0503  0.1686  0.1646
Si  3.5375  13.876  22.7494  0.0823  -0.0296  -0.1945
Si  9.8377  10.9505  30.5412  -0.1676  0.1146  0.1208
Si  -4.8657  7.9899  30.6028  0.3252  -0.1881  0.1081
Si  5.5372  -1.8825  30.4801  0.2237  0.2472  0.3405
Si  7.4136  1.6686  32.6155  0.1059  -0.0317  0.0464
Si  2.5383  9.5381  30.1491  -0.2176  0.2049  0.2106
Si  2.8664  2.2922  25.3214  -0.0783  -0.0724  0.0152
Si  6.9428  4.0028  32.5173  0.1369  0.0463  -0.1426
Si  -0.732  8.882  30.1468  -0.3233  -0.1358  -0.1738
Si  4.9123  9.3216  29.7743  -0.1711  -0.2331  -0.4633
Si  7.4935  8.3617  32.9086  0.1405  0.02  -0.277
Si  1.7664  12.0066  32.9379  -0.0106  0.04  -0.0935
Si  5.6163  11.6657  32.8889  -0.2224  -0.2566  -0.144
Si  9.4678  11.9098  32.6575  -0.1072  -0.3691  -0.3013
Si  1.7654  0.9266  33.4323  0.078  -0.1508  -0.0152
Si  5.5961  0.5814  33.564  0.0114  -0.162  -0.0231
Si  9.4811  1.8747  33.8096  0.0508  0.1394  0.1726
Si  -0.9247  5.3084  33.8579  -0.1305  0.1901  -0.0415
Si  5.1343  5.0349  33.7685  0.029  -0.1323  0.1
Si  8.7193  4.1058  33.9887  0.0615  0.0575  -0.0836
Si  3.2384  8.3987  33.7844  0.2084  -0.0016  0.0849
Si  5.469  7.4047  33.8523  -0.2346  -0.0215  0.2457
Si  9.7508  7.5254  33.6811  -0.2486  -0.1075  -0.0261
Si  -0.1904  10.9926  33.659  0.0348  0.178  -0.031
Si  3.6201  10.7803  33.8064  -0.0327  0.0331  0.0716
Si  7.6204  10.7048  33.6369  0.0515  -0.0523  -0.1642
Si  1.9135  1.1136  35.9032  0.0762  0.0599  -0.0223
Si  5.7834  1.0718  35.9411  -0.1227  0.0073  0.1154
Si  9.667  1.1297  36.0382  0.0172  -0.0035  0.0791
Si  -0.0593  4.5248  36.0097  0.0954  -0.0716  -0.0429
Si  3.9721  4.506  35.9295  0.1049  -0.0726  0.1938
Si  7.7514  4.4541  36.0883  0.1711  -0.0166  0.113
Si  2.0349  7.8632  35.9257  -0.043  -0.0474  -0.0401
Si  5.7917  7.8024  36.1232  0.065  -0.1076  -0.003
Si  9.6848  7.8278  36.022  -0.09  0.0853  0.1459
Si  -0.0244  11.1374  36.0229  0.1553  -0.0518  -0.0288
Si  3.8478  11.1657  36.0958  0.0184  -0.0345  -0.0111
Si  7.7321  11.1171  35.9932  -0.0244  0.0307  0.0241
Si  0.0028  -0.0092  5.2285  0.1204  -0.0494  -0.0808
Si  3.8534  0.0034  5.0474  -0.0101  -0.0473  0.0129
Si  7.7299  -0.0045  5.0665  0.0125  0.0114  0.0553
Si  1.9278  3.3569  5.1352  0.0245  0.0412  -0.0291
Si  5.7874  3.3634  5.1686  -0.011  -0.0013  -0.0168
Si  9.6675  3.3577  5.0455  0.0661  0.0844  0.1159
Si  0.0008  6.6941  5.0776  -0.0274  -0.057  0.0274
Si  3.8696  6.6947  5.1698  0.0427  -0.02  -0.0289
Si  7.7253  6.7078  5.1912  0.0654  0.0432  -0.0479
Si  1.9162  10.0384  5.1455  -0.0354  -0.0506  -0.0629
Si  5.7892  10.0437  5.1325  -0.013  0.0324  0.0262
Si  9.6624  10.0667  5.1758  -0.0206  0.1248  -0.0636
Si  0.0233  -0.0228  7.6741  0.024  -0.0148  -0.0081
Si  3.748  -0.0084  7.3633  0.1352  0.0414  0.094
Si  7.707  0.0322  7.3986  -0.1842  0.0317  -0.0146
Si  1.8891  3.4075  7.5041  -0.0571  -0.0161  0.0484
Si  5.7088  3.405  7.5618  0.0262  0.0195  0.0908
Si  9.6371  3.3642  7.371  -0.0311  0.0171  -0.3426
Si  -0.0628  6.7026  7.4138  0.0256  -0.1089  -0.0182
Si  3.853  6.6822  7.5673  -0.0017  0.1155  0.1155
Si  7.6985  6.7636  7.6032  -0.0329  0.0292  0.1641
Si  1.8301  9.9785  7.5167  -0.0689  -0.0814  0.0855
Si  5.6824  10.0883  7.5025  -0.0465  -0.0622  0.051
Si  9.572  10.1676  7.5699  -0.0074  0.0327  -0.0719
Si  -0.0437  2.2731  8.2331  -0.04  0.1076  -0.0429
Si  3.755  2.1906  8.2454  -0.0355  0.0833  0.0598
Si  7.6894  2.2726  8.0782  0.1568  0.1329  0.0098
Si  1.8648  5.6372  8.3259  -0.0031  0.083  0.0395
Si  5.7885  5.6282  8.4919  0.0173  -0.0735  -0.0232
Si  3.9746  4.7532  14.6592  0.2056  0.2572  0.2239
Si  -0.1869  8.8797  8.2765  -0.1313  0.0022  -0.0434
Si  3.7647  8.9108  8.3537  0.1687  -0.0476  -0.0418
Si  7.6445  9.0821  8.3659  -0.1504  0.1481  0.0003
Si  2.0056  12.141  8.4054  -0.1101  0.0175  0.005
Si  5.7082  12.3732  8.1411  0.3346  -0.1523  -0.1329
Si  9.5769  12.4391  8.429  -0.0133  -0.0324  0.0575
Si  -3.106  2.3895  10.2475  -0.3263  -0.0645  -0.0619
Si  5.8649  8.1722  11.6174  -0.0279  -0.0673  0.2473
Si  6.2593  -1.1137  14.4748  -0.2108  -0.1511  0.2184
Si  -1.747  5.7193  10.6233  0.1888  0.1136  -0.1108
Si  10.9107  8.0129  10.4444  -0.2464  -0.2123  -0.2392
Si  7.5253  9.6935  10.7014  -0.1637  0.2086  -0.5782
Si  -2.4753  8.8783  13.8603  -0.0365  0.0982  -0.2497
Si  1.5252  3.6943  16.2453  -0.2377  0.0892  0.0006
Si  6.0303  3.7936  22.8197  0.154  -0.0497  -0.2365
Si  -1.1741  14.3056  11.9473  -0.1093  0.1847  -0.3749
Si  5.6004  10.0844  15.0174  -0.0364  0.4273  0.1008
Si  6.7453  8.3343  13.8889  0.1622  -0.6777  0.1677
Si  -0.7101  2.6291  10.4456  0.0118  -0.2673  0.0271
Si  3.6689  1.8259  10.5785  0.1786  0.1032  -0.3182
Si  13.5984  0.9341  17.2015  -0.0225  0.0333  -0.2306
Si  1.019  3.4421  24.2373  -0.1409  0.1799  -0.0618
Si  9.65  5.5678  8.2673  0.119  -0.1956  -0.0633
Si  8.831  -0.1381  10.6109  0.1756  0.2971  -0.0547
Si  6.575  3.7341  15.3862  -0.106  0.4307  0.0551
Si  5.1601  12.5721  10.4068  -0.0368  0.2301  0.2022
Si  13.089  7.946  11.4109  -0.0622  -0.426  0.1345
Si  -5.6648  5.7639  10.9502  0.0483  -0.0135  0.0532
Si  0.0446  17.9235  11.5914  0.1198  -0.0555  -0.0228
Si  11.9545  9.0687  13.186  -0.6074  -0.0691  -0.1728
O  12.178  -8.6118  17.0177  0.0727  0.0573  0.0287
O  37.61  -3.5568  22.4638  -0.0498  -0.019  -0.0347
O  14.5573  -9.0422  15.8468  0.0134  -0.0336  -0.0081
O  44.691  9.2845  17.4652  0.0149  0.0759  0.0366
O  12.3741  16.6708  14.8285  0.0761  -0.0538  0.0112
O  -17.422  -9.4403  24.4297  -0.0517  -0.0574  0.2409
O  13.8101  1.2372  11.1188  0.1163  0.1678  -0.2388
O  -16.363  -13.6099  27.5349  -0.373  0.2852  -0.5557
O  10.1837  10.8429  20.5411  0.125  0.0285  -0.0125
O  37.0397  12.0557  11.869  0.1142  -0.1376  -0.1394
O  2.7623  9.4422  16.5355  0.0199  0.0038  0.0629
O  -2.0193  -18.2833  21.7296  0.1021  -0.0063  0.0198
O  1.3751  -10.3096  22.6976  -0.0754  0.0733  0.0156
O  3.3113  -6.6882  27.6648  0.0291  -0.1224  -0.0181
O  0.5031  -4.6284  21.3073  0.0586  0.0064  0.0326
O  -5.0205  18.7777  18.6823  -0.0314  -0.0135  0.1231
O  10.3221  32.7139  25.6288  -0.1266  -0.1381  0.1694
O  -18.592  -13.7425  26.193  -0.1875  0.0471  -0.081
O  19.3139  -3.5352  20.1901  -0.2291  -0.0562  -0.073
O  23.5069  19.265  14.6611  0.0121  0.0767  -0.0129
O  6.6702  15.7407  22.473  -0.0188  0.0897  0.1209
O  4.9996  8.7304  28.1774  0.0966  0.0816  0.0424
O  14.0025  -12.2858  26.397  0.0747  0.0622  -0.081
O  1.7783  -10.8679  17.3426  -0.0432  0.0346  0.0417
Si  10.8698  5.5376  27.1343  0.0135  0.0592  0.0758
Si  14.3084  -3.2452  15.0764  -0.1535  0.2181  -0.1126
Si  -0.1046  -8.9852  13.9851  0.2479  0.1384  -0.0828
Si  -9.909  5.9118  31.0098  0.2499  0.2706  -0.2499
Si  6.3363  17.1896  18.4998  0.1258  0.0179  -0.2
Si  25.4479  11.9522  18.8428  -0.2939  0.2222  -0.2779
Si  7.3906  -0.6723  17.2631  0.1167  -0.0256  -0.1116
Si  1.8781  -7.7124  10.7242  0.0406  0.1593  -0.2426
Si  10.0698  2.5087  28.0189  0.2282  -0.3947  0.7758
Si  -0.361  -1.3523  20.1763  -0.1006  -0.0163  -0.1602
Si  14.9332  -13.4114  27.1591  0.1673  0.0364  0.3019
Si  -4.7845  -6.461  18.3385  0.1108  -0.1679  -0.2917
Si  10.991  6.041  24.1335  0.0069  0.1499  -0.2019
Si  14.6793  11.4675  10.5424  -0.1528  0.0769  0.1514
Si  26.1887  24.2894  23.7338  0.2262  -0.2014  0.1072
Si  -1.8324  -10.9427  23.949  -0.0257  -0.0941  -0.2239
Si  19.9322  -0.1556  24.114  0.1109  -0.2293  -0.1268
Si  9.4424  10.5319  16.5155  -0.0451  -0.1567  -0.131
Si  5.2439  -2.4875  18.1874  0.0404  0.2148  -0.3048
Si  17.744  9.4954  19.827  0.2771  0.0286  -0.0448
Si  7.2393  17.2218  27.6546  0.2133  0.1177  0.1235
Si  0.6173  4.3219  32.4076  -0.1647  0.1493  0.3389
Si  3.7754  14.644  32.1502  -0.0824  0.3291  0.2942
Si  22.4551  14.9202  21.0473  -0.694  -0.3069  -0.2144
Si  7.9768  -9.011  11.536  -0.0186  -0.2065  -0.0135
Si  11.8941  -7.1769  16.2685  -0.0199  -0.302  -0.0057
Si  18.7016  -1.4696  11.4641  -0.1224  0.1839  0.068
Si  -1.7257  -5.6698  17.944  0.1365  -0.0919  -0.1158
Si  8.8351  3.1618  13.5337  -0.1628  0.2051  -0.1088
Si  19.7816  1.5059  19.3234  0.0075  0.1076  -0.1044
Si  3.8386  -8.5979  11.6266  -0.0246  -0.2876  0.4899
Si  1.4551  11.059  26.5222  -0.4705  -0.0685  0.2531
Si  9.6545  -3.8701  11.6943  0.6454  -0.3591  0.315
Si  18.1741  0.8426  21.8757  0.1723  -0.035  -0.1168
Si  -4.3869  5.1025  30.4266  0.0365  -0.3316  1.0558
Si  1.0573  9.1215  28.3241  0.2216  0.0606  0.1233
Si  15.596  4.092  20.4643  0.1398  -0.0537  -0.259
Si  0.5803  -5.3754  19.8736  -0.2984  -0.1024  -0.1633
Si  18.9435  19.855  26.266  0.2004  0.5938  -0.1665
Si  7.7556  -4.0594  25.9358  0.0148  0.2866  0.0209
Si  24.9612  0.1682  12.2792  -0.1515  -0.1739  0.3016
Si  16.1563  7.5882  27.0884  -0.0557  0.2361  0.1625
Si  -12.6639  14.7891  30.2593  0.1476  0.0426  0.2393
Si  23.2271  -1.0696  17.2295  -0.0162  0.2499  -0.0816
Si  -8.0633  9.11  10.7399  0.1072  -0.0828  -0.2998
Si  3.3374  -0.1708  14.8026  -0.0755  0.1185  0.2132
Si  17.7626  6.6495  15.3808  -0.0399  0.1579  -0.5822
Si  2.2515  -5.0562  17.5848  -0.1611  -0.1489  -0.1192
Si  -6.6314  22.3937  24.5005  0.1226  0.0314  0.0473
O  1.6118  -6.6149  20.1401  0.2536  0.0628  0.0299
O  6.2048  16.7579  16.9275  0.0046  -0.1094  0.0329
O  -21.8696  19.4626  29.4251  0.0167  0.0386  0.0715
O  27.208  16.5821  26.144  0.1375  -0.1703  -0.1346
O  18.7891  -8.4836  22.4414  -0.0661  -0.0914  0.074
O  6.125  34.6817  19.4569  -0.0312  0.0484  0.1223
O  -6.7358  -0.2553  14.2759  0.2102  -0.0215  -0.0852
O  -14.2194  1.223  24.6459  0.0255  0.1276  0.0553
O  0.8451  5.9634  26.9758  -0.0844  -0.3505  -0.2437
O  20.9466  -27.8758  27.119  0.228  0.2294  -0.0745
O  8.4339  10.6027  22.6156  0.0539  -0.0035  0.0032
O  32.8054  -1.1703  24.2115  -0.054  0.1353  -0.0389
O  18.6879  27.6047  20.3292  -0.0488  -0.0475  0.1074
O  8.4001  20.6216  18.2981  -0.0315  0.0461  0.1007
O  39.5038  -18.6703  23.1314  -0.1522  0.0321  -0.0942
O  17.8065  -7.0055  30.5901  0.0613  0.438  -0.2939
O  27.6824  10.5409  24.3108  -0.0835  0.0686  0.0019
O  1.4996  20.6125  16.6742  0.1784  0.18  0.0785
O  -16.06  12.3053  13.1001  0.0791  -0.2523  -0.2348
O  -9.2473  -13.1847  18.6343  0.044  -0.14  0.1553
O  23.0563  -19.2687  23.6198  0.0241  -0.0796  0.0459
O  -3.1591  29.4694  27.7563  -0.0898  0.1827  -0.1705
O  40.8181  -14.4226  18.0777  -0.16  -0.056  0.0531
O  8.742  3.6892  24.2284  -0.0307  -0.0649  0.118
O  -25.0493  5.7259  23.0762  -0.0308  -0.1123  0.1412
O  10.4574  6.8067  16.7298  -0.0882  0.0773  0.0532
O  8.3053  24.7591  17.323  -0.0311  -0.0175  -0.0024
O  15.6984  8.3338  25.7131  -0.0534  -0.0319  0.0344
O  11.7492  0.1519  12.5282  0.2935  -0.0549  0.2084
O  7.1045  26.4201  15.6774  0.0785  0.1165  0.1303
O  9.0876  36.5512  25.1104  0.0034  -0.087  0.014
O  17.7969  7.2848  16.8764  0.0025  0.1677  0.2789
O  -0.5818  -0.1191  21.2271  0.1292  0.1491  0.0614
O  2.5227  43.5563  20.3848  -0.0567  -0.0468  0.0321
O  15.682  -10.2215  11.3905  -0.0779  0.3381  -0.0648
O  -19.3048  16.2456  31.6695  0.0568  -0.4031  -0.0552
O  1.919  10.6606  24.9812  -0.0867  0.1138  0.1816
O  10.8473  12.5475  18.6575  0.0023  -0.0477  0.09
O  -3.9819  19.5459  24.6922  -0.1061  -0.1158  0.1242
O  2.6884  11.7766  15.1512  -0.0206  -0.218  -0.0007
O  22.3576  -5.8938  19.2997  -0.021  0.0292  0.0643
O  19.2529  16.4183  19.0515  0.0227  -0.0236  0.1085
O  14.1915  -14.8537  27.3329  -0.0206  -0.2022  -0.1207
O  19.7404  13.9962  17.9558  -0.0372  -0.0668  -0.0616
O  28.3841  30.4472  14.5366  -0.0237  -0.1666  -0.0434
O  -10.1937  -17.1365  14.2547  0.1009  0.2724  0.3428
O  8.0522  21.2882  26.624  -0.0505  -0.2371  0.1428
O  21.514  -9.2535  14.3067  -0.1537  -0.2359  -0.1502
O  28.0819  0.7616  10.9018  -0.0945  -0.0887  -0.0381
O  -0.8849  -5.1018  14.0402  -0.0651  0.0118  0.224
O  27.8147  6.2099  15.0637  -0.1945  -0.1868  0.0465
O  10.7262  -12.1779  27.2081  -0.1535  0.1588  -0.4051
O  25.6694  -12.8007  13.6751  -0.0588  0.0738  -0.1176
O  15.7037  9.766  14.3256  0.3178  -0.1013  0.083
O  30.6065  -2.8909  27.0233  -0.0757  -0.1988  -0.201
O  9.7305  28.48  19.8343  0.1467  0.0323  0.1545
O  36.0644  11.6553  20.1424  0.0856  -0.0122  0.0977
O  12.308  -21.7234  24.1505  0.0519  -0.1203  -0.0274
O  2.9643  -0.9587  23.2501  -0.0637  0.0216  0.0345
O  -0.5012  -3.1265  12.3391  0.1947  0.1897  0.0468
O  -15.2584  -8.1523  27.1718  0.0338  -0.1165  -0.0856
O  50.1713  13.9066  28.6597  -0.0588  0.0061  -0.2598
O  28.2458  -39.8923  22.0951  -0.1356  0.0173  0.0927
O  22.5776  10.0841  23.3342  0.0771  -0.0136  -0.0009
O  6.5386  9.078  24.8897  -0.0671  -0.0642  -0.1023
O  18.3342  4.1067  29.2079  0.0591  -0.0179  -0.4802
O  5.1099  23.0945  21.0787  -0.0557  -0.0607  0.0395
O  28.1821  -23.3804  19.3319  -0.1164  -0.0175  0.1116
O  15.0669  7.7503  18.5343  -0.0067  -0.0282  0.1056
O  2.5136  14.3987  21.587  -0.0213  0.0012  -0.0068
O  -5.8448  6.5573  26.6647  -0.0478  -0.115  0.1113
O  -0.8348  3.9589  27.6324  -0.0041  0.12  -0.32
O  11.7881  -1.2767  26.3856  0.2277  -0.1132  -0.2627
O  21.1674  15.1193  13.1235  -0.1736  0.401  0.3758
O  -17.8121  -29.9706  16.6852  -0.0892  -0.1327  -0.0181
O  12.1592  0.3538  16.6207  0.0476  -0.1271  0.0939
O  7.682  2.8081  14.6518  0.0105  -0.288  0.0889
O  -16.9933  1.6821  25.6877  -0.0761  0.309  -0.0509
O  11.2038  -10.6675  24.6829  0.0259  -0.0463  0.0939
O  15.5566  5.6964  20.1882  0.0026  0.0246  0.0688
O  8.9075  -16.7891  15.0678  0.0561  0.0936  0.2281
O  10.0766  15.5429  22.3667  0.1361  0.0522  0.075
O  14.8412  -8.0873  31.0961  -0.2368  0.0419  -0.1982
O  -0.9149  24.9321  16.1833  0.0038  -0.0368  -0.0264
O  3.2728  -8.509  13.2084  0.0962  0.1141  -0.4063
O  3.2447  -12.6862  16.1742  0.0526  -0.127  -0.122
O  -16.1232  -0.6839  25.027  -0.2065  0.0582  -0.0426
O  1.2032  -17.8189  18.6914  0.0903  0.0274  0.0621
O  7.9618  21.3918  29.4263  -0.3517  0.0221  0.2682
O  24.5665  11.4547  17.5475  0.0629  -0.0319  0.1239
O  -4.4953  5.3006  15.3224  0.0498  -0.2049  0.0934
O  7.7089  -13.4486  22.6196  -0.0366  0.0789  0.0396
O  20.3912  19.0704  30.2829  -0.0324  0.0023  -0.156
O  16.2604  17.3402  21.957  -0.0385  0.0186  0.1936
O  10.1472  6.5448  28.2021  -0.0067  -0.2016  -0.293
O  26.7671  14.9455  23.9999  0.0034  0.0207  0.1483
O  25.3124  -9.186  33.2501  -0.2944  -0.1337  -0.1099
O  -7.8991  38.0357  18.7513  0.2176  -0.1184  0.0755

Results
free energy: -222569.872 eV
free energy less fixed offsets of O -568.88, Si -635.61 eV per atom: 15.498 eV

The program warned: the cutoff lies below the one the program advises for these potential files; the forces do not sum to zero within the program's tolerance; the exchange-correlation potential is rough where the density is thin.
